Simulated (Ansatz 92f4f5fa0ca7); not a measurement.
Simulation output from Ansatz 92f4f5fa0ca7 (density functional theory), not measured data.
Periodic cell of 189 atoms, Si117O72, from a study of silicon, its oxide and their interface. The atomic structure is a simulated model.

Settings: functional r2SCAN; potential files Ansatz norm-conserving; basis plane waves; wave-function cutoff 1300 eV; density cutoff ratio 4; exchange-correlation grid ratio 1; k mesh 2 x 2 x 1, shifted by 0.5 0.5 0.5 of a step; self-consistency stop 5e-08 eV per atom in the density residual; occupations Fermi-Dirac, 0.05 eV; spin none; net charge 0.

Cell vectors (angstrom)
a 11.8353 -0.0574 0.0453
b 0.1779 11.4149 0.1773
c -3.5469 -0.4833 25.2068

Atoms and the computed forces on them: element, x, y, z (angstrom), force x, y, z (eV/angstrom)
Si -0.8061 -1.2928 0.059 0.5031 0.6294 -0.6263
Si -0.8848 4.0375 0.3647 0.6626 -0.2229 -0.833
Si -0.7256 7.0674 0.6498 0.3418 -0.5701 -0.4423
Si 3.1463 -1.1741 0.1001 0.5737 0.16 -0.5519
Si 3.1887 4.153 0.0034 0.2196 -0.86 -0.7427
Si 3.2239 7.2152 0.6727 -0.1526 -0.7475 -0.6618
Si 7.0625 -0.4575 -0.1019 -0.6451 -0.2295 -0.3646
Si 7.3592 3.7073 0.2277 0.6655 -2.8079 -0.4557
Si 7.0994 6.6972 0.4577 -0.3155 1.5421 -0.2166
Si 1.1961 -0.6218 1.3808 -0.3197 -0.4294 -0.5454
Si 1.2854 3.48 1.3907 -0.4898 0.08 -0.1435
Si 1.2744 7.1069 1.9113 -0.2284 -0.121 -0.259
Si 5.1991 -0.762 1.4724 -0.3696 0.4743 -1.099
Si 5.1729 3.3069 1.2908 0.1803 0.2078 0.0178
Si 5.2234 7.0458 1.8988 0.3073 -0.0197 -0.8609
Si 9.0706 -0.4512 1.303 0.1488 0.2398 0.0999
Si 9.1676 3.4817 1.8018 -0.5311 0.6026 0.0126
Si 9.1066 7.1479 1.8073 -0.805 -0.1318 -0.4472
Si 1.258 1.3899 2.6928 -0.0847 0.2024 -0.2841
Si 1.2825 5.1339 3.1005 0.6515 0.0413 -0.1073
Si 1.3539 9.0525 3.117 -0.1516 0.0545 0.6397
Si 5.1349 1.3108 2.7056 0.1243 0.0661 0.0552
Si 5.2147 5.0617 3.0153 -0.0217 -0.4692 0.4497
Si 5.3588 8.965 3.1437 0.4601 -0.3026 0.9151
Si 9.1897 1.4163 2.8773 -0.1264 -0.5354 -0.2981
Si 9.09 5.3446 3.2346 0.133 -0.7699 0.2055
Si 9.1512 9.1114 3.0361 -0.1593 0.1406 -0.0283
Si -0.6839 1.3534 4.1368 0.1388 0.317 0.2191
Si -0.6548 5.2577 4.3661 -0.6574 -0.2987 0.3794
Si -0.7203 9.0288 4.3693 0.6461 0.2165 -0.7448
Si 3.1885 1.3267 4.1435 0.0928 0.1467 -0.2193
Si 3.2824 5.1371 4.4245 -0.1757 -0.0514 -0.2687
Si 3.3797 8.9541 4.4014 -0.529 0.5831 0.1371
Si 7.1431 1.3515 4.1824 -0.0285 -0.2567 -0.4915
Si 7.1191 5.1623 4.4996 0.0939 0.0543 -0.3948
Si 7.318 8.988 4.5076 -0.324 0.5147 -0.7249
Si -0.743 -0.5533 5.5516 0.03 0.2791 0.6272
Si -0.6818 3.2486 5.5999 -0.0455 0.0695 0.1744
Si -0.6273 7.1697 5.7345 -0.123 -0.3162 0.6332
Si 3.1694 -0.5298 5.5995 0.2647 -0.4223 0.1209
Si 3.2232 3.1642 5.6498 0.3788 0.2204 0.2005
Si 3.3078 7.1006 5.7736 0.356 -0.4691 0.3664
Si 7.1728 -0.5234 5.6551 -0.4621 -0.198 0.2571
Si 7.1761 3.1512 5.6689 0.337 0.4838 0.3569
Si 7.2591 7.1166 5.797 0.0448 -0.5336 0.9011
Si 1.2169 -0.5871 6.9839 -0.1819 0.2363 -0.7791
Si 1.2814 3.2561 6.9942 -0.3783 -0.3828 -0.3034
Si 1.3415 7.1418 7.1151 0.0381 0.1778 -0.2492
Si 5.1426 -0.5825 6.9975 0.1492 0.0272 -0.513
Si 5.2412 3.1907 7.0019 -0.4267 -0.1449 -0.2443
Si 5.3123 7.0941 7.1545 -0.3005 -0.1164 -0.2012
Si 9.1472 -0.6214 6.9957 0.1367 0.2022 -0.0181
Si 9.183 3.2027 7.0206 0.1243 -0.0826 -0.2574
Si 9.2457 7.0952 7.1925 -0.0398 0.0595 -0.3575
Si 1.2079 1.3037 8.3001 0.2485 0.514 0.6608
Si 1.2897 5.1638 8.3533 0.1745 0.1886 -0.1357
Si 1.431 9.0081 8.5933 -0.446 -0.8325 0.5379
Si 5.2293 1.2946 8.334 0.2157 -0.1561 0.6022
Si 5.2912 5.0816 8.3936 -0.0291 0.4758 0.0362
Si 5.2718 8.945 8.6055 0.0495 -0.1173 0.3573
Si 9.1864 1.2693 8.3398 0.0745 0.1231 0.2112
Si 9.2555 5.1243 8.4263 0.0361 -0.0356 -0.3489
Si 9.2949 8.9602 8.7017 0.018 -0.3283 0.0699
Si 11.0909 1.3217 9.7528 0.0161 -0.3604 -0.5213
Si 11.2156 5.1909 9.7595 -0.1696 0.2033 0.0293
Si 11.3329 8.8638 10.1211 0.3013 0.0444 -0.2955
Si 3.2416 1.2266 9.6226 -0.292 0.2786 -1.0229
Si 3.2472 5.1265 9.652 0.2077 0.5422 -0.4608
Si 3.3164 8.8718 10.0728 0.3224 0.6799 -0.0617
Si 7.2655 1.252 9.6893 -0.4391 -0.192 -0.5909
Si 7.3133 5.0708 9.7092 -0.0642 0.0422 0.074
Si 7.2317 8.9414 10.0025 -0.2559 -0.266 -0.093
Si 11.1824 -0.5282 11.186 -0.3815 0.2237 1.1577
Si 11.1679 3.2897 10.9909 0.4557 -0.3167 0.661
Si 11.2957 6.8186 11.5021 0.0274 0.0628 0.3843
Si 3.2224 -0.4579 11.1717 0.0316 -0.1993 0.8582
Si 3.3061 3.1907 10.808 0.0284 -0.5175 0.4577
Si 3.2657 6.8273 11.2904 0.3286 -0.6441 0.2697
Si 7.1089 -0.526 11.1917 0.4133 0.2581 0.7603
Si 7.3187 3.1329 11.0053 0.5411 0.0167 0.6558
Si 7.2588 6.8548 11.2325 -0.5719 0.2115 -0.0783
Si 1.3025 0.0675 12.5645 0.2836 -0.464 -0.3469
Si 1.396 3.1036 12.1248 -0.2198 -0.0683 -0.6799
Si 1.5281 6.1119 12.8339 0.0178 0.2622 1.0623
Si 5.1911 0.19 12.478 -0.4133 -0.0269 -0.745
Si 5.2612 3.1852 12.1089 -0.0683 0.7364 0.9499
Si 5.2598 6.2185 12.4838 0.0661 0.0188 0.1689
Si 9.1425 -0.8992 12.5298 0.2198 1.1458 0.1487
Si 9.3411 3.0825 12.4683 -0.4267 -0.6206 -0.0547
Si 9.1383 7.3079 12.5605 0.3839 -0.0222 1.4754
Si 1.2989 -0.6541 23.1803 1.1254 -0.9457 0.8436
Si 11.6094 6.2158 20.8746 -0.6917 1.1843 0.7766
Si 0.7984 10.842 15.5943 -0.5643 -1.7961 1.4398
Si 7.9918 7.8615 15.2337 1.3795 0.5515 1.358
Si 5.2248 7.3699 15.475 -1.2625 -3.2205 -0.3405
Si 8.526 3.4431 15.3676 -0.2608 1.1845 -0.8241
Si 2.4311 5.9698 15.8285 1.2346 2.5762 0.8552
Si 5.9808 11.557 17.8488 -0.702 -0.7546 -2.113
Si 6.3108 3.1437 17.2225 0.3533 0.4897 0.0932
Si 3.1292 3.6281 17.1964 -0.6569 0.078 0.0824
Si 10.682 3.5894 22.3436 -0.1218 1.4763 -1.3921
Si 1.3937 10.8373 20.3266 -0.8474 -0.1465 -0.8587
Si 7.1566 -0.2461 22.6354 0.1415 -0.0823 -0.9904
Si 1.8013 5.8956 18.6557 0.4812 0.0061 -0.3532
Si 9.9339 2.6737 19.6695 -0.6751 0.263 1.6127
Si 10.4136 9.1827 17.0157 -0.0831 -0.0083 -1.5539
Si 9.416 7.5495 19.2473 0.5367 -0.3169 -1.4122
Si 5.7667 2.0731 23.324 0.3206 2.1827 2.295
Si 7.5565 -1.3526 19.8608 0.0039 1.5765 -1.5225
Si 2.5849 0.5681 17.6685 -0.005 1.334 0.4591
Si 7.9786 2.4637 21.8419 0.9292 0.8382 -2.3131
Si 2.3092 7.8931 20.718 0.7263 -0.7426 1.8869
Si 8.7745 4.81 17.916 -1.2637 -1.6044 1.5193
Si 10.3439 11.3169 19.0641 -0.0824 -0.9069 -0.2437
Si 9.9412 1.0074 14.5696 1.6111 -3.7158 0.4569
Si 5.9781 9.9503 15.1737 -0.0651 1.8685 1.7479
Si 3.3143 8.3124 23.3552 -1.0819 2.0419 0.2625
O 2.2755 11.8161 19.4 -0.0915 0.0957 -0.5382
O 2.8107 6.9581 19.5071 -1.8442 -1.3296 -1.0044
O -0.8029 5.6263 -0.2393 -0.0089 -0.2274 0.8356
O 7.0095 2.3929 24.4375 -0.5756 0.3574 -0.3343
O 8.257 0.9485 22.3257 -0.8709 -0.8633 0.4058
O 0.9306 7.2851 21.4479 0.4225 -0.1299 -1.2713
O 8.3731 2.4566 20.2035 0.7823 0.0965 1.6675
O 2.467 4.4109 15.8697 1.1348 -3.1727 0.9736
O 3.191 3.5977 -1.6095 -0.4436 0.1345 1.221
O 4.8696 8.8831 15.7837 0.8981 1.5672 -0.3792
O 6.7355 7.5247 -0.9262 0.2345 -0.7982 0.8534
O 10.0201 10.6471 17.5733 0.187 1.1392 1.4445
O 5.7378 0.5269 23.0584 0.9915 -2.6804 -0.7384
O 6.7761 7.0206 15.9916 -0.4736 0.6595 -0.6702
O 1.8269 9.1547 23.2894 2.1124 -0.4474 0.0759
O 11.2579 5.116 21.9747 -0.708 -1.2737 0.7676
O 7.2509 9.163 14.5474 -0.3529 -0.5784 0.0684
O 9.2659 -2.4947 12.5479 -0.37 -1.6162 -0.0067
O 7.216 5.2182 -0.1745 -0.044 1.387 -0.3167
O 1.4223 1.6852 12.9472 -0.2927 -0.3771 0.0604
O 1.8328 6.5405 14.4629 -0.4949 0.2645 -2.2067
O 1.2348 -0.0658 21.6898 -0.1894 0.2329 -0.1945
O 1.3597 -0.7763 13.9935 0.2459 0.0159 -0.3954
O 5.2319 4.6366 13.0314 0.0543 -0.7047 -1.2433
O 5.1779 1.7759 12.9983 0.113 0.0791 -0.6725
O 4.0135 6.4661 16.1722 0.07 0.4934 -1.136
O 1.4969 4.4656 13.0058 -0.1652 0.9072 0.3235
O 4.7533 3.5826 17.204 -0.1791 -0.1921 -0.2622
O 8.8323 3.9305 13.7967 0.0713 -0.524 0.8734
O 9.9665 1.6293 13.0991 -0.196 2.0681 -1.0903
O 2.6547 4.4821 18.5152 -0.6366 0.9048 -0.2254
O 8.6885 6.3305 18.3318 1.0334 2.1824 1.3432
O 9.1834 4.5534 16.3894 -0.3577 -0.7034 -1.3422
O 7.2528 4.1208 18.1577 0.5356 -0.0159 -1.0419
O 6.383 2.8139 22.0219 0.4343 0.1898 -0.3377
O 8.7271 6.8895 14.1743 0.2272 0.4103 -1.5585
O 7.8938 2.979 -1.2514 -0.4536 0.7633 1.1872
O 6.4093 1.6225 17.8001 -0.2227 0.6766 -0.1744
O 10.179 7.0185 20.5696 0.6481 -0.4136 -0.2832
O 11.7569 9.4062 16.1027 0.386 0.9247 -0.345
O 1.5116 6.4392 17.1004 0.3589 -0.1763 1.3627
O -0.1403 -0.688 23.937 -0.2327 -0.1441 0.9064
O 6.9258 3.2397 15.6733 0.5532 0.1505 0.741
O -0.5526 -0.5606 -1.4075 -0.3822 -0.5011 0.8923
O -0.697 8.5028 -0.1706 0.0398 0.7176 0.1237
O 6.586 10.6281 18.9847 0.7306 -0.8554 1.3391
O 10.3904 1.4986 18.6903 -0.0866 -0.8636 -0.0643
O 6.5365 10.9337 16.4006 -1.2513 -0.5374 -0.337
O 4.3416 9.3311 24.2472 -1.1223 -0.5559 -0.8095
O 6.9673 -1.2471 21.3228 -0.572 0.9548 2.2579
O 11.6857 10.6922 19.7749 0.3993 0.3195 0.1633
O 8.0579 -2.8155 19.4886 0.5117 -1.389 -0.5888
O 5.0518 -0.6029 13.862 0.2971 -0.7519 0.9009
O 9.0107 3.5521 22.527 1.046 -0.4584 0.0462
O 9.2248 1.9978 15.5553 -0.3326 0.5211 0.8762
O 2.5501 0.0319 24.0859 -0.2487 -0.5523 -0.1346
O 1.8157 11.1447 16.8461 -0.2041 -0.1216 -0.7613
O 2.4233 2.1745 17.289 0.7324 -0.8275 -0.0409
O 4.3158 11.5474 17.7786 1.2696 0.0289 0.0997
O 9.1629 -0.4202 14.1634 0.5072 0.6517 -0.6254
O 2.1035 9.381 20.2048 -0.583 0.7623 0.0186
O 8.8718 -0.3934 19.8473 0.7315 0.0908 -0.8329
O 3.1573 5.7724 -0.2176 0.3025 0.7706 0.44
O 2.9913 -2.7933 -0.3807 0.2354 0.6695 0.4893
O 9.1441 8.4997 16.2459 -0.6236 -0.4293 -0.6922
O 5.16 7.1104 13.8248 0.2104 0.5818 1.6829
O 10.6456 8.2606 18.3025 -1.3477 -1.4026 1.6392
O 9.8745 4.0418 18.8617 -0.332 1.0402 -0.8165
O 11.4341 0.5632 15.2271 -2.4883 1.7652 -0.8579
O 3.6159 7.8837 21.8188 -1.3581 0.3997 -0.2227
O 0.3433 5.6725 19.4501 2.0148 0.1899 -1.1969
O 11.0167 2.7823 20.9471 -1.2872 -0.3688 -0.2922

Results
free energy: -47205.302 eV
free energy less fixed offsets of O -463.61, Si -117.95 eV per atom: -25.232 eV
pressure: -3.05 GPa
stress xx, yy, zz, yz, xz, xy (GPa, positive in tension): 6.09, 0.07, 3, 0.69, 1.31, 0.74
